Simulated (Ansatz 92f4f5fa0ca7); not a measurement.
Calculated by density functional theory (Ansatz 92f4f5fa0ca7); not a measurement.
Periodic cell of 351 atoms, Si241O110, from a study of silicon, its oxide and their interface. The atomic structure is a simulated model.
Doubt: the cutoff is far below the 930 eV that the study's wrapper takes by default for these files, so forces and energies are approximate.
This geometry differs little from another in the collection (a relaxation step or a small displacement).

Settings: functional PBE; potential files Ansatz PAW; basis plane waves; wave-function cutoff 580 eV; density cutoff ratio 5; exchange-correlation grid ratio 1; k mesh 1 x 1 x 1, Gamma-centred; self-consistency stop 5e-08 eV per atom in the density residual; occupations fixed; spin none; net charge 0.

Cell vectors (angstrom)
a 11.6015 0 0
b 0 13.3963 0
c 0 0 40.578

Atoms and the computed forces on them: element, x, y, z (angstrom), force x, y, z (eV/angstrom)
Si 0 2.2327 1.1851 -0.0046 -0.0001 0.0145
Si 3.8672 2.2327 1.1851 -0.0153 0.0101 0.013
Si 7.7343 2.2327 1.1851 0.0142 0.0193 0.0277
Si 1.9336 5.5818 1.1851 0.0376 -0.0182 0.0077
Si 5.8008 5.5818 1.1851 -0.0427 -0.0017 -0.0089
Si 9.6679 5.5818 1.1851 0.0031 -0.0379 0.0007
Si 0 8.9308 1.1851 0.0255 -0.0234 -0.0156
Si 3.8672 8.9308 1.1851 0.0003 0.0141 -0.002
Si 7.7343 8.9308 1.1851 -0.0005 -0.028 -0.0226
Si 1.9336 12.2799 1.1851 0.0028 0.0178 -0.0189
Si 5.8008 12.2799 1.1851 0.004 -0.0044 0.0622
Si 9.6679 12.2799 1.1851 -0.0465 0.0008 0.0045
Si 1.9336 1.1164 1.9745 -0.0241 -0.0712 -0.0053
Si 5.8008 1.1164 1.9745 0.0053 -0.0229 -0.0243
Si 9.6679 1.1164 1.9745 0.008 -0.0383 0.0011
Si 0 4.4654 1.9745 -0.058 0.0469 -0.0153
Si 3.8672 4.4654 1.9745 0.0029 0.0034 0.0193
Si 7.7343 4.4654 1.9745 0.0247 0.0239 -0.0132
Si 1.9336 7.8145 1.9745 -0.0533 0.0755 0.0026
Si 5.8008 7.8145 1.9745 0.0395 0.0006 -0.0054
Si 9.6679 7.8145 1.9745 -0.0494 0.1027 -0.018
Si 0 11.1635 1.9745 0.0673 -0.0331 -0.0269
Si 3.8672 11.1635 1.9745 -0.0669 -0.0183 -0.0057
Si 7.7343 11.1635 1.9745 0.1576 0.03 -0.0086
Si 1.9336 1.1164 4.3426 -0.0815 -0.1884 -0.0909
Si 5.8008 1.1164 4.3426 0.005 -0.0542 0.1845
Si 9.6679 1.1164 4.3426 -0.0088 -0.0805 0.1884
Si 0 4.4654 4.3426 -0.1931 0.0929 -0.1977
Si 3.8672 4.4654 4.3426 -0.0068 -0.0269 -0.2347
Si 7.7343 4.4654 4.3426 0.0603 0.0803 -0.0506
Si 1.9336 7.8145 4.3426 -0.1284 0.2372 -0.0309
Si 5.8008 7.8145 4.3426 0.1117 0.0087 -0.2885
Si 9.6679 7.8145 4.3426 -0.0797 0.2116 -0.0515
Si 0 11.1635 4.3426 0.2313 -0.0572 0.2981
Si 3.8672 11.1635 4.3426 -0.1744 0.0482 -0.0741
Si 7.7343 11.1635 4.3426 0.3603 0.1421 0.2188
Si 0 0 36.2375 -0.36 -0.0231 0.0332
Si 3.8672 0 36.2375 0.2404 -0.0639 0.0289
Si 7.7343 0 36.2375 0.1347 0.2497 -0.1443
Si 1.9336 3.3491 36.2375 -0.1503 0.065 0.2802
Si 5.8008 3.3491 36.2375 0.0007 -0.0748 0.0941
Si 9.6679 3.3491 36.2375 0.0913 -0.2127 -0.3181
Si 0 6.6981 36.2375 0.4133 -0.2233 0.1509
Si 3.8672 6.6981 36.2375 -0.1228 0.4151 -0.2242
Si 7.7343 6.6981 36.2375 -0.445 -0.0134 0.2149
Si 1.9336 10.0472 36.2375 0.0491 -0.097 -0.2956
Si 5.8008 10.0472 36.2375 -0.0545 -0.3494 -0.1188
Si 9.6679 10.0472 36.2375 0.11 -0.0754 0.2392
Si 0 0 38.6056 -0.1485 0.0066 0.0031
Si 3.8672 0 38.6056 0.0745 -0.0126 0.015
Si 7.7343 0 38.6056 0.0646 0.1068 0.0324
Si 1.9336 3.3491 38.6056 -0.0559 0.0207 0.0085
Si 5.8008 3.3491 38.6056 -0.0112 -0.0215 0.0087
Si 9.6679 3.3491 38.6056 0.0374 -0.0724 0.0271
Si 0 6.6981 38.6056 0.1586 -0.0806 -0.0102
Si 3.8672 6.6981 38.6056 -0.0385 0.1764 0.025
Si 7.7343 6.6981 38.6056 -0.1721 0.0059 0.0006
Si 1.9336 10.0472 38.6056 0.0297 -0.0263 0.0148
Si 5.8008 10.0472 38.6056 -0.007 -0.1389 0.0064
Si 9.6679 10.0472 38.6056 0.0434 -0.0359 -0.006
Si 0 2.2327 39.395 0.0188 -0.0014 0.0244
Si 3.8672 2.2327 39.395 0.0034 -0.0044 -0.0062
Si 7.7343 2.2327 39.395 -0.0169 -0.0157 0.0075
Si 1.9336 5.5818 39.395 -0.0264 0.0109 0.0333
Si 5.8008 5.5818 39.395 0.0361 -0.0023 -0.0042
Si 9.6679 5.5818 39.395 -0.0039 0.0402 -0.0726
Si 0 8.9308 39.395 -0.0318 0.0193 -0.0073
Si 3.8672 8.9308 39.395 0.0002 -0.0197 0.0482
Si 7.7343 8.9308 39.395 0.0027 0.0207 0.0214
Si 1.9336 12.2799 39.395 -0.0067 -0.0107 -0.0574
Si 5.8008 12.2799 39.395 -0.0037 0.0039 -0.0665
Si 9.6679 12.2799 39.395 0.0408 0.001 0.0107
Si -0.3012 3.2326 26.5943 -0.0015 0.0008 -0.0107
Si 8.1943 -0.4515 26.2507 0.0015 -0.0014 -0.0009
Si 9.0055 -2.0593 30.0282 0.0074 -0.0174 0.0035
Si -2.1014 4.9037 29.8713 0.0026 0.0015 -0.0053
Si 0.9767 2.1068 29.9279 0.0053 -0.033 -0.0302
Si 15.4174 8.9124 32.1927 0.0053 -0.0007 -0.0035
Si 1.0823 0.0811 28.7209 0.0044 0.0313 0.0355
Si 2.054 4.9304 29.8689 0.0151 0.0082 0.0049
Si 3.9215 5.612 28.5275 -0.0014 -0.0079 0.0017
Si 2.1054 8.5958 25.5768 0.0005 0.0041 -0.0055
Si 5.5279 15.4293 26.5224 -0.0004 -0.0011 -0.0039
Si 13.5661 12.2254 32.4263 0.0004 0.0003 -0.0008
Si 5.3416 4.2633 30.0244 -0.0014 0.0156 0.0089
Si 6.645 5.8524 25.3954 -0.0025 -0.0056 0.0081
Si 9.6746 5.4222 32.2556 -0.0007 -0.0025 0.002
Si 4.5852 4.8792 26.3315 0.0051 0.0032 0.0025
Si 3.8732 7.939 28.1862 0.0127 0.0069 0.0003
Si 6.7893 -1.1111 30.0544 -0.0138 -0.0026 -0.0026
Si -4.7788 8.2399 27.3545 0.0038 -0.0035 -0.0059
Si 1.9219 5.5834 32.1881 0.0032 0.0011 -0.002
Si 5.7041 15.3818 21.9366 -0.0006 -0.0007 0.0031
Si 0.0185 17.4141 28.8868 -0.0122 -0.0058 0.0043
Si 5.8993 10.8709 26.282 0.002 -0.0012 -0.0025
Si 10.2378 11.6408 28.0224 -0.0001 -0.0007 -0.0043
Si 0.1351 2.1352 32.2013 -0.0031 0.0091 0.0114
Si 3.7811 2.242 32.4958 0.0128 0.0134 0.007
Si 7.7196 2.316 32.1889 -0.0006 -0.0022 0.0016
Si 7.5203 3.1081 29.9198 0.0027 0 -0.0015
Si 5.7284 5.3736 32.2006 0.0031 0.0046 -0.003
Si 7.0154 0.9794 28.7581 -0.0044 -0.0021 -0.0013
Si -0.2813 8.9206 32.2788 -0.0004 -0.0015 0.003
Si 3.5203 9.486 29.91 -0.0115 -0.0021 0.0169
Si 7.8007 8.8396 32.4503 -0.0022 0.0013 -0.0002
Si 2.2288 12.0256 30.1138 -0.0063 0.0135 0.0018
Si 5.9443 12.2727 32.2985 -0.0012 0.003 0.0011
Si 9.6563 12.1904 32.204 0.0035 -0.0001 0.0055
Si 1.9291 1.0352 33.2284 -0.0056 -0.0114 0.0009
Si 5.8223 1.1412 33.0295 0.0023 -0.0067 0.0055
Si 9.6731 1.0968 32.8699 -0.0014 -0.0046 0.0039
Si 0.0444 4.3743 33.0279 -0.0053 -0.0027 0.0053
Si 3.7991 4.4864 33.2065 -0.0037 -0.0068 0.0073
Si 7.7105 4.4402 33.1387 -0.0004 0.0055 0.0049
Si 1.8008 7.8406 32.9162 -0.0044 -0.0018 -0.0015
Si 5.7545 7.6953 32.8731 0.0006 -0.0043 -0.0004
Si 9.633 7.6322 33.2704 0.0037 -0.0015 0.0015
Si -0.0295 11.1237 33.0881 -0.0028 0.0044 0.003
Si 3.9569 11.1208 33.0648 -0.0023 0.0056 0.0026
Si 7.7876 11.1085 33.2094 0.0026 0.0027 0.0061
Si 1.9286 1.1065 35.5378 -0.0011 0.0026 0.0027
Si 5.8037 1.1234 35.4203 0.0011 0.0005 -0.0011
Si 9.6711 1.1144 35.3457 -0.0006 0.0026 -0.001
Si 0.0056 4.4558 35.4187 -0.0015 0.0001 -0.0015
Si 3.8584 4.4821 35.5248 0.0009 0.0024 -0.0025
Si 7.7325 4.4726 35.483 0.0002 -0.0022 -0.001
Si 1.9064 7.8242 35.3638 0.0076 -0.0006 0.002
Si 5.7991 7.7942 35.3389 -0.0013 0.0016 -0.0003
Si 9.6701 7.771 35.5668 -0.0004 0.0051 0.0005
Si -0.005 11.164 35.4516 0.0004 -0.0021 -0.0013
Si 3.8873 11.1633 35.4388 -0.0002 -0.0022 -0.0009
Si 7.7376 11.1622 35.5249 -0.0017 -0.0003 -0.0014
Si 0.0005 -0.0064 5.1627 -0.0005 0.001 0
Si 3.858 -0.0047 5.1396 0.0017 0.0017 0.0009
Si 7.7329 0.0099 5.1817 0.0009 0.0002 0.0012
Si 1.9195 3.3471 5.064 0.0012 0.0012 -0.0015
Si 5.8023 3.358 5.1087 0.0014 -0.0004 0.0001
Si 9.6688 3.3469 5.1313 0.0003 -0.0012 0.0012
Si -0.0165 6.7104 5.1043 0.0009 -0.0014 0.0004
Si 3.8632 6.7057 5.0622 -0.0003 -0.0022 0.0013
Si 7.7347 6.7056 5.1279 0.0008 -0.0012 0.0001
Si 1.9571 10.043 5.2069 -0.0034 -0.001 0.0023
Si 5.8073 10.058 5.0624 -0.0007 -0.0013 -0.0004
Si 9.7006 10.0488 5.1962 -0.0009 -0.0006 0.0013
Si 0.007 -0.0035 7.5582 0.0016 -0.0001 0.0011
Si 3.8317 0.0025 7.5144 -0.0028 0.0003 -0.0024
Si 7.7236 0.0459 7.5939 -0.0016 0.0011 -0.003
Si 1.8836 3.3544 7.3868 -0.0002 -0.0017 0.0028
Si 5.787 3.3979 7.4591 -0.0007 0.0012 -0.0023
Si 9.6557 3.3645 7.5011 0.0016 0.0024 -0.0023
Si -0.046 6.7427 7.4571 -0.0032 0.0037 0.0002
Si 3.8574 6.7355 7.3816 -0.0017 0.0027 -0.0009
Si 7.7234 6.7557 7.4913 0.0033 0.0003 -0.0006
Si 2.1055 10.0455 7.6458 -0.0017 -0.0005 -0.0014
Si 5.9119 10.0922 7.3825 -0.0052 0.0014 -0.0012
Si 9.8549 10.0733 7.6249 -0.0019 0.0008 -0.0008
Si -3.9028 2.3406 8.3414 0 -0.0007 -0.0016
Si 6.6198 -1.5109 14.3987 0.001 -0.0023 0.0017
Si 3.663 2.5049 10.4188 -0.0181 -0.0108 0.0089
Si 0.9015 4.9373 13.3763 0.0111 0.0037 -0.0011
Si 1.8955 5.6013 8.054 0.0034 0.0002 -0.0002
Si 9.6225 5.5949 8.2887 -0.0012 -0.0025 -0.0026
Si 0.2157 8.8828 8.4699 0.0053 -0.0034 -0.0005
Si 4.1236 8.8858 8.3064 0.0012 -0.0027 0.0022
Si 3.1333 4.2052 13.4389 -0.0058 -0.0052 -0.0001
Si -2.1728 5.5829 10.6556 0.0019 0.0143 -0.0024
Si 5.7644 12.2754 8.2798 0.0004 -0.0007 0.0006
Si 10.1305 14.6737 13.5944 -0.0004 -0.004 0.0065
Si 3.3389 -0.3294 17.1699 -0.0008 0.0009 -0.0017
Si 5.751 5.6522 8.2063 -0.0011 -0.0022 0.0018
Si 10.252 5.301 17.6479 -0.0003 0.0009 -0.0028
Si 7.2983 4.9711 11.4722 -0.0001 0.0022 0.0033
Si 8.3629 0.288 16.0272 0.0023 0 -0.005
Si 7.9375 5.61 14.5 0.0007 -0.0014 0.0017
Si -0.1482 4.4719 11.308 0.01 0.0004 -0.0012
Si 1.9318 12.2829 8.4507 -0.0012 0.0002 0.0024
Si 7.5659 11.3459 11.4846 -0.0044 -0.0032 -0.0068
Si -3.1368 13.7178 18.9031 -0.0002 0 0.0016
Si 7.6992 7.0752 17.1225 0.0018 -0.0006 0.0009
Si 9.558 7.8291 11.2535 -0.0138 -0.0097 0.0159
Si 5.4197 6.045 10.5173 -0.008 0.0034 -0.0002
Si 6.8774 2.9362 15.431 -0.0041 0.0039 0.0017
Si 13.5833 1.2467 11.531 0.015 0.0081 -0.01
Si -4.1296 2.6424 10.7069 -0.0084 -0.0047 0.0038
Si 5.1796 8.4986 10.4929 0.0017 -0.0027 -0.0014
Si 11.5987 2.2452 8.2986 -0.0001 -0.0001 -0.0047
Si 2.0103 12.2754 10.891 0.0026 -0.0035 0
Si 2.9729 1.8475 13.6717 -0.005 0.0027 0.0023
Si 11.3818 3.7653 15.083 -0.0072 -0.0073 0.0117
Si -2.0087 11.2402 20.3589 0.001 0.0004 0.0026
Si 0.3766 7.9456 10.7437 0.0012 0.0032 -0.0175
Si 9.4163 12.5745 10.7942 0.0026 0.0014 0.0053
O 15.8594 35.0954 21.6519 0 -0.001 -0.0008
O -35.6799 18.8293 23.2843 0.0014 0.0014 0.0013
O 5.2231 41.1965 25.2984 -0.0006 0.0006 0.0014
O 8.7611 19.3394 17.6157 -0.0016 0.0016 0.0001
O -7.3088 -30.7214 11.5582 -0.002 -0.0017 0.0035
O -17.0864 4.5226 19.2124 -0.0014 -0.0009 -0.0002
O 3.7662 -1.0408 15.7757 -0.001 -0.0002 0.0033
O 7.293 20.0994 15.5562 0 -0.0013 -0.0002
O 1.8828 25.8736 20.524 -0.0018 -0.0001 0.0001
O -4.7958 -14.6236 25.9456 -0.0014 -0.0036 0.0018
O 12.8957 21.6537 16.8288 0.0032 0.0022 -0.002
O 9.4419 6.1563 14.1523 -0.0015 -0.0016 -0.0016
O -22.5043 35.0883 26.3383 -0.0036 -0.0012 0.0044
O 13.7268 27.488 16.8123 0.001 -0.0002 0.002
O 17.1069 35.0054 28.2982 -0.0122 -0.0117 0.0044
O 36.7928 23.5278 24.97 -0.0003 -0.0003 0.0026
O -10.8109 25.9702 25.3952 0.0001 -0.0027 0.0043
O -6.1224 41.7515 20.3729 0.0001 -0.0005 -0.0011
O 13.6768 -3.023 29.8628 0.005 -0.0158 -0.0053
O 8.3484 17.4483 20.643 -0.0012 -0.0005 -0.0002
O -5.3315 24.3774 22.6878 0.0075 -0.0012 -0.0012
O -7.0692 13.9499 17.8996 -0.0007 -0.0015 0.0007
O -8.3082 8.4248 26.6954 -0.0012 0.0016 -0.0024
O -5.6013 30.377 21.8119 -0.0001 -0.0004 0.0009
Si 0.8407 20.6943 13.0992 -0.0046 -0.0111 0.0112
Si 3.8165 29.0784 8.1268 -0.0018 0.0018 -0.0021
Si -6.3355 14.6589 13.379 0.006 -0.0041 0.0042
Si -1.2287 20.3023 22.7096 -0.0004 0.0113 0.0045
Si 19.1679 9.9862 22.5692 -0.0015 0.0007 0
Si -1.8415 9.4464 17.6258 0.0002 -0.0018 -0.0028
Si 7.3005 20.2855 22.4385 0.0035 0.0017 -0.0033
Si -8.0628 4.8096 11.207 0.0087 0.0018 0.002
Si -5.9758 -1.0227 10.6477 0.0024 -0.005 0.0063
Si 22.2209 -3.2048 14.9165 -0.0065 -0.002 0.0012
Si 16.4669 11.3017 29.1123 0.0158 0.014 -0.0034
Si 14.9773 -3.7313 21.8201 0.0003 0.0025 0.002
Si 16.9088 19.2248 18.609 0.0002 0.0018 0.0013
Si -7.3627 31.0583 16.2644 -0.0015 -0.0095 0.0043
Si -9.8417 9.0155 15.4608 -0.0037 0.0027 0.0029
Si -22.3302 11.2413 24.4526 -0.0022 -0.0033 -0.0034
Si -7.5979 -2.405 14.9086 0.0008 0.0016 -0.0004
Si 11.0044 12.1845 12.4966 0.0059 0.0026 0.0021
Si -0.6312 8.7903 27.1289 0.0001 0.001 0.0019
Si 3.8846 24.4822 11.7347 0.0002 0.0062 -0.0132
Si 2.1553 15.447 15.891 -0.0039 0.011 0.004
Si 13.0692 13.9847 25.8842 0.0017 -0.0014 -0.0007
Si -3.3071 16.8477 25.7494 -0.0044 -0.0008 0.002
Si -6.0206 14.7206 11.1096 0.0073 0.0054 -0.0008
Si -10.5258 8.0403 20.9087 0.005 0.0028 0.0055
Si 9.8739 9.4117 24.548 0.0066 -0.005 -0.0061
Si 3.2888 16.3053 30.3131 -0.0093 -0.0148 -0.0174
Si -0.0727 15.6264 10.6703 -0.0056 -0.0006 0.0025
Si -13.0768 20.9079 13.486 -0.0021 0.0106 0.0011
Si -4.0315 -4.2625 10.5445 0.0023 0.0036 0.0052
Si 3.1669 11.8187 19.7914 0.0009 -0.0034 0.0052
Si -10.9266 25.8035 21.6007 0.0011 -0.0011 0.0016
Si -11.4936 21.4725 17.9672 -0.0037 0.0014 -0.0003
Si -0.629 28.6493 22.1608 0 -0.0009 0.001
Si 5.3721 27.1326 19.3005 0 -0.001 0.0018
Si -13.5271 25.7159 8.4199 0.0035 -0.0019 -0.0025
Si -7.4947 14.0799 24.142 -0.0002 -0.0012 0.0019
Si 1.5026 19.1888 10.3197 -0.0015 -0.0002 0.0069
Si -2.124 16.5847 19.8419 0 -0.0001 0.0008
Si 23.4417 17.7906 23.8363 -0.0002 -0.0009 0.0001
Si -4.8158 31.305 20.7109 -0.0001 -0.0006 0.0014
Si 2.8591 32.8004 23.8927 -0.0008 -0.0019 0.0043
Si -2.2233 1.452 11.4041 0.0049 -0.0025 0.0019
Si 8.2943 1.4276 23.6247 0.0004 -0.0007 0.0007
Si 7.842 9.0285 8.215 0.0024 -0.0026 -0.0001
Si 3.7172 6.8268 21.2118 0.001 0.0018 0.0015
Si 9.3446 20.6567 29.1249 -0.0026 -0.0007 0.0101
Si -6.8193 24.3829 23.429 -0.0072 -0.002 -0.0033
Si -2.2107 9.0548 30.6977 -0.0032 0.0087 -0.0116
O -11.905 7.4302 21.4925 -0.0131 -0.0071 0.0124
O -37.9534 0.406 24.8897 -0.0001 0.0005 0.001
O 13.2656 18.4211 23.4176 -0.0025 0.0016 0.0002
O -5.3224 2.4186 14.0041 0.0004 0.0023 0.0025
O -13.2415 37.3262 16.3792 0.001 -0.0003 0.0014
O -16.2353 41.4133 22.6833 0 0.0008 0.0006
O -4.9622 19.4537 21.2162 0.003 0.0019 0.0044
O 4.5696 -14.2072 20.1247 0.0008 0.0014 -0.0004
O -32.1738 14.3729 24.794 -0.0002 -0.0002 0.0003
O 0.7285 11.5876 11.7342 -0.0052 -0.002 0.0047
O -24.41 24.6018 13.6669 0.0011 0.0017 -0.0017
O 11.6532 2.8898 23.2292 0.0002 0.0038 0.0017
O -21.4431 9.197 21.8767 -0.0001 0.0004 -0.0004
O -11.9962 12.9423 28.2299 -0.0049 0.0001 -0.0022
O 19.1123 11.3066 13.1612 -0.0001 0.001 0.0044
O -8.152 37.1169 20.3158 0.0004 0.0006 -0.0014
O -15.1098 27.2849 27.5918 0.0013 0.0008 0.0024
O -7.6695 18.2714 14.767 0.0024 0.0008 0.0073
O -3.5712 5.06 25.8335 0.0018 0.0012 0.001
O 6.7563 6.1667 23.7946 0.0016 0.0006 -0.0062
O 11.9213 13.9727 21.8702 0.0001 0.0004 -0.0004
O -1.3751 -9.3015 18.7279 -0.0003 -0.001 0.0015
O -30.425 15.0707 22.8577 0.0001 0.001 -0.0009
O -2.2422 40.6612 14.7765 -0.0068 0.0021 0.0038
O -14.0585 -0.6297 20.0208 -0.0007 0.0003 0.0004
O -12.5826 18.0638 16.2002 0.0057 -0.0021 -0.0055
O 13.7285 20.2008 20.8497 0.0011 -0.0011 -0.0002
O -18.9527 12.5323 23.6294 -0.0005 0.0006 0.001
O 6.9779 -3.6223 26.8471 -0.0051 -0.002 0.0018
O -24.3818 34.8539 23.8384 -0.0064 -0.0033 -0.0092
O 19.1127 15.0671 16.2268 -0.0008 0.002 0.0015
O -14.6633 10.5135 21.373 -0.0015 -0.0006 0.0023
O -21.3266 -5.4343 14.2157 -0.0008 -0.0043 -0.0076
O -14.7411 36.75 23.949 0.0012 -0.0013 0.0004
O 0.3717 41.9892 26.0924 0.0003 -0.0023 0.0032
O -2.4811 0.0147 17.4388 -0.0013 0.0004 -0.0022
O 5.6109 10.6955 14.8994 0.0011 0.003 -0.0001
O 17.9582 -6.4363 18.047 -0.0015 -0.002 0.0013
O -2.7223 6.7407 22.1557 0.0042 0.0055 0.0087
O 12.2534 29.4602 15.9403 0.0158 -0.0016 -0.002
O 13.6604 0.3234 27.3888 -0.0012 0.0017 -0.0077
O -0.915 2.71 20.8131 0 -0.0001 0.0011
O -0.4451 10.2698 27.8256 -0.0004 -0.0025 0.0024
O 24.4902 -1.6463 22.9643 -0.0035 0.0023 0.0033
O 27.092 46.1732 22.6165 -0.0003 -0.0013 0.0016
O -0.6066 23.9763 24.4097 -0.0018 -0.0057 0.0013
O 18.2228 7.3445 26.0308 -0.0003 0.0029 0.004
O -4.1211 -1.0398 15.6914 -0.0009 -0.0001 0.0014
O -30.3668 3.233 26.4472 -0.0021 0.0024 0.0004
O 3.5001 18.7491 25.2165 -0.0065 0.0041 -0.0046
O 18.4812 13.3419 18.8615 -0.0006 0.0004 0.0012
O 19.9499 2.9689 24.1895 0.0003 -0.001 0.0008
O -7.2043 6.3803 19.8258 0.0006 -0.0011 -0.0023
O -8.7377 11.885 18.1904 0.0002 0.0003 -0.0009
O 10.678 7.5858 28.1901 0.0021 0.0028 -0.0019
O 19.617 34.4103 28.2362 -0.0002 0.0027 -0.0002
O 3.206 9.7503 15.6007 0.0002 -0.0009 0.0023
O -3.213 -4.8432 17.3318 -0.0007 -0.0009 0.0009
O -3.624 17.5114 15.1711 -0.0065 -0.0007 -0.0022
O 4.2832 5.4279 17.3995 0.002 -0.006 -0.003
O -18.3867 -2.1584 27.4484 -0.0029 -0.0013 0.0019
O -11.8026 13.6213 13.2695 0.0013 -0.0021 -0.0067
O 3.7779 25.8524 29.6528 0.0053 -0.0047 0.0001
O 0.6404 -16.6535 15.0833 0.0025 -0.0005 0.0017
O -16.2019 -24.0665 26.4115 0.0055 -0.0016 0.001
O -6.5242 10.3788 24.9467 0.0006 -0.0001 0.0055
O 3.5479 24.6471 13.3529 -0.0005 -0.0013 0.0033
O -11.8735 19.8665 18.0387 -0.0007 -0.0015 0.001
O 9.9261 8.7508 14.5586 0.0018 -0.0019 -0.0049
O -0.5438 11.4416 21.0724 0.0006 -0.0001 -0.0008
O 17.1666 1.2511 27.9603 0.0025 -0.0028 0.0048
O -1.8997 8.9578 26.1074 0.0019 0.0004 -0.0014
O -14.4983 15.2837 19.2447 0.0002 0.0001 0.0006
O -16.0744 -7.9631 13.0855 0.0007 -0.001 0.003
O -8.4874 16.5507 16.6451 0.0051 0.0035 -0.0091
O 5.7534 -0.2169 13.9104 -0.0005 0.0008 0.0004
O -5.908 16.9401 16.3416 -0.0045 0.0045 -0.0045
O -13.8036 11.9024 26.6194 -0.0012 0.004 0.0009
O -1.947 16.4526 26.55 0.0006 0.0016 0.0011
O 18.5775 8.4811 22.3424 0.0042 -0.0026 0.0005
O -12.7688 29.5781 14.1442 0.0034 0.0074 -0.0003
O 9.6232 23.7208 19.0085 -0.0014 0.0006 0.0005
O 2.3592 7.526 24.3447 0.0008 -0.0056 -0.001
O 9.5912 14.5914 22.6977 -0.0007 0.0005 0.0005
O -11.4679 17.739 25.4692 -0.0016 -0.0025 0.0063
O 0.7492 8.5743 19.3991 -0.0007 0.0006 -0.0005

Results
free energy: -215753.241 eV
free energy less fixed offsets of O -568.88, Si -635.61 eV per atom: 5.569 eV

The program warned: the cutoff lies below the one the program advises for these potential files; the exchange-correlation potential is rough where the density is thin.
